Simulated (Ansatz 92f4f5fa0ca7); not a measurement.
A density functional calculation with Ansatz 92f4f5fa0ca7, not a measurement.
Periodic cell of 207 atoms, Si128O79, from a study of silicon, its oxide and their interface. The atomic structure is a simulated model.
Doubt: the cutoff is far below the 930 eV that the study's wrapper takes by default for these files, so forces and energies are approximate.
This geometry differs little from another in the collection (a relaxation step or a small displacement).

Settings: functional PBE; potential files Ansatz PAW; basis plane waves; wave-function cutoff 580 eV; density cutoff ratio 5; exchange-correlation grid ratio 1; k mesh 1 x 1 x 1, Gamma-centred; self-consistency stop 5e-08 eV per atom in the density residual; occupations fixed; spin none; net charge 0.

Cell vectors (angstrom)
a, 10.938, 0, 0
b, 0, 10.938, 0
c, -2.9219, 2.0604, 30.2472

Atoms and the computed forces on them: element, x, y, z (angstrom), force x, y, z (eV/angstrom)
Si, 3.4951, 7.0356, 24.2195, -0.0065, -0.0126, 0.0118
Si, 0.5594, 9.6443, 24.3267, -0.0204, 0.0152, -0.0082
Si, 4.5272, 13.5646, 24.1541, -0.011, 0.0055, 0.0073
Si, 1.7236, 5.3409, 24.0727, 0.0045, 0.0093, 0.0415
Si, -3.8607, 10.9007, 24.2804, 0.0271, 0.0055, 0.0453
Si, -2.0092, 12.4506, 24.1873, -0.0236, -0.0396, 0.0224
Si, 6.2516, 15.28, 24.2761, 0.0147, -0.0097, -0.0079
Si, -1.1481, 7.9162, 24.3527, 0.022, -0.0131, 0.0308
Si, -0.2582, 11.5407, 25.4721, 0.0088, -0.0045, 0.0008
Si, 2.6393, 14.4512, 25.3274, 0.012, 0.0011, -0.0098
Si, -0.06, 6.169, 25.4615, -0.0168, 0.0215, -0.0121
Si, 2.497, 8.8193, 25.4158, -0.005, -0.0082, 0.0191
Si, 5.3243, 11.7807, 25.5241, 0.0088, -0.007, 0.0001
Si, 8.0452, 14.2894, 25.4268, -0.0215, 0.01, 0.0062
Si, 5.225, 17.0205, 25.5177, 0.0061, 0.0057, 0.0286
Si, -2.9578, 8.9815, 25.4285, 0.0067, 0.017, -0.0264
Si, -1.6102, 10.2648, 26.9175, -0.0053, 0.015, 0.0371
Si, 1.2145, 13.0052, 26.6646, -0.0082, 0.0047, 0.0043
Si, -1.512, 15.7179, 26.7298, 0.0193, -0.0049, 0.0034
Si, 1.207, 7.5296, 26.9194, 0.0147, -0.0094, 0.0121
Si, 3.8928, 10.2846, 26.7114, 0.0106, 0.0029, 0.0069
Si, 6.6844, 13.0527, 26.9435, -0.0065, 0.0054, 0.0101
Si, 3.8834, 15.7117, 26.9141, -0.006, 0.0124, 0.0052
Si, 6.6323, 7.538, 26.7492, -0.0275, -0.0145, 0.0032
Si, -0.1988, 8.8986, 28.228, -0.0008, 0.0092, -0.0076
Si, 2.5379, 11.6413, 28.1257, -0.0027, -0.002, 0.0233
Si, -0.1626, 14.3456, 28.1242, -0.0034, 0.0001, 0.0203
Si, 2.5485, 17.0959, 28.2536, -0.0025, 0.0041, -0.009
Si, 5.2657, 8.9092, 28.135, 0.0019, -0.0014, 0.0227
Si, 8.0032, 11.6413, 28.2623, 0.007, -0.0157, -0.0166
Si, 5.2736, 14.3802, 28.2518, 0.0049, 0.0005, -0.0006
Si, -2.9079, 6.1587, 28.1273, -0.0053, 0.001, 0.0228
Si, 1.1798, 10.2639, 29.5612, 0.0626, 0.2227, -0.1527
Si, 3.9143, 12.9984, 29.5612, -0.1269, -0.2308, -0.0472
Si, 1.1798, 15.7329, 29.5612, -0.2046, -0.255, 0.0369
Si, 3.9143, 7.5294, 29.5612, 0.1716, 0.1906, 0.0554
Si, 6.6488, 10.2639, 29.5612, -0.327, -0.1733, 0.087
Si, -1.5547, 12.9984, 29.5612, 0.3322, 0.1756, 0.0371
Si, -4.2892, 4.7949, 29.5612, 0.1697, 0.2975, -0.0193
Si, -1.5547, 7.5294, 29.5612, -0.1233, -0.2052, -0.0589
Si, 2.7345, 9.5708, 0.6813, 0.1537, -0.037, -0.0059
Si, 5.469, 12.3052, 0.6813, 0.0086, -0.1346, 0.0017
Si, 2.7345, 15.0397, 0.6813, -0.1831, -0.0095, -0.0045
Si, 5.469, 6.8362, 0.6813, -0.0071, 0.1141, -0.0269
Si, 8.2035, 9.5708, 0.6813, -0.1672, -0.0227, 0.0148
Si, 0, 12.3052, 0.6813, 0.0086, 0.1844, -0.0299
Si, 8.2035, 4.1018, 0.6813, 0.2267, 0.0339, -0.0061
Si, 10.938, 6.8362, 0.6813, -0.0027, -0.1701, 0.0004
Si, 1.3673, 8.2035, 2.0485, 0.228, -0.1096, -0.013
Si, 4.1018, 10.938, 2.0485, 0.2334, -0.3385, -0.0533
Si, 1.3673, 13.6725, 2.0485, -0.3334, 0.3156, -0.1103
Si, 4.1018, 5.469, 2.0485, -0.2295, 0.2948, -0.0953
Si, 6.8362, 8.2035, 2.0485, -0.1751, 0.1917, -0.0152
Si, 9.5708, 10.938, 2.0485, -0.1168, 0.0873, 0.0122
Si, 6.8362, 13.6725, 2.0485, 0.2556, -0.2487, -0.1145
Si, 9.5708, 5.469, 2.0485, 0.1469, -0.2327, 0.042
Si, 2.7356, 6.8456, 3.4784, -0.0017, -0.0053, -0.002
Si, 5.4659, 9.5515, 3.4754, 0.0045, 0, -0.001
Si, 2.7244, 12.3019, 3.3298, 0.0026, 0.0092, 0.0124
Si, 5.4842, 4.1175, 3.3398, 0.0042, 0.0081, 0.008
Si, 8.2123, 6.8469, 3.366, -0.0035, 0.0071, 0.0086
Si, 0.013, 9.5727, 3.3792, 0.0039, -0.0003, 0.0045
Si, 8.2059, 12.2957, 3.4697, 0.0023, 0.0001, -0.0059
Si, -0.0063, 15.0373, 3.4805, 0.0033, -0.0004, -0.0054
Si, 4.1079, 8.1947, 4.912, 0.0011, 0.0129, 0.0066
Si, 6.8648, 10.8906, 4.8676, -0.0016, -0.0086, -0.0066
Si, 4.1012, 13.6692, 4.6013, -0.005, -0.0175, -0.0076
Si, 6.8422, 5.4743, 4.681, 0.017, 0.0056, 0.0048
Si, -1.3373, 8.1801, 4.7129, 0.002, -0.0153, -0.0016
Si, 1.3832, 10.9643, 4.6964, 0.0017, 0.0061, -0.0027
Si, 9.5688, 13.6504, 4.8871, -0.0148, 0.0231, 0.0138
Si, 1.3583, 5.4874, 4.8784, 0.0014, -0.0131, -0.0171
Si, 5.3957, 12.3336, 6.0332, -0.0003, 0.0075, 0.0034
Si, 2.7808, 4.02, 6.0616, 0.0157, 0.0181, 0.0102
Si, 4.576, 4.8576, 7.336, -0.0066, 0, -0.025
Si, -2.6542, 9.4642, 6.1841, 0.0018, 0.0028, 0.0092
Si, 0.037, 12.2202, 6.1856, 0.0031, 0.005, 0.0043
Si, 8.1344, 4.147, 6.1285, -0.0072, -0.0363, -0.0346
Si, -0.051, 6.8736, 6.2252, -0.015, 0.0287, 0.0095
Si, 2.6935, 9.6672, 6.1684, 0.0009, -0.0165, -0.0017
Si, 1.8589, 2.2751, 7.3358, 0.0103, -0.041, -0.0123
Si, 5.5208, 6.7334, 6.1961, -0.0083, -0.0092, 0.0089
Si, 7.4114, 7.5899, 7.3606, 0.0079, 0.0021, -0.0085
Si, -0.8832, 10.4175, 7.4641, 0.0056, -0.0233, -0.0057
Si, 6.2754, 14.1207, 7.2524, 0.0109, -0.0015, 0.019
Si, -1.8178, 5.8507, 7.4632, 0.01, 0.0291, 0
Si, 3.615, 11.5318, 7.3386, -0.0198, 0.0325, -0.0058
Si, 0.8675, 8.7549, 7.3711, -0.0061, 0.0009, -0.0024
Si, 1.2395, 8.9754, 14.7696, 0.0019, 0.0018, 0.0051
Si, -1.9653, 8.2385, 21.4802, -0.0162, 0.0022, 0.0077
Si, -1.2744, 11.5019, 18.4921, 0.0038, -0.0031, -0.0017
Si, -0.378, 6.808, 16.2963, 0.0017, 0.0005, -0.0049
Si, -2.4526, 5.7007, 19.8844, -0.0015, 0.015, -0.0019
Si, 5.5241, 7.8633, 17.05, -0.003, 0.0075, -0.0004
Si, 1.7347, 8.3988, 9.4907, -0.0023, -0.002, 0.0151
Si, 4.9642, 11.5462, 19.5385, 0.0011, -0.0061, -0.0008
Si, 9.2136, 4.9889, 9.7143, 0.0158, -0.0084, 0.0403
Si, 0.6001, 13.6955, 10.1655, 0.0057, 0.0053, -0.0103
Si, 2.5289, 5.9088, 12.7733, -0.0013, 0.0058, -0.0034
Si, 3.1383, 9.3046, 18.6465, 0.0028, 0.0061, 0.0082
Si, -0.5732, 12.5676, 21.3517, -0.0007, -0.0209, -0.0095
Si, 4.4632, 7.4332, 22.1174, 0.0075, 0.0066, -0.0328
Si, 6.3561, 4.9979, 22.0079, -0.0136, 0.0064, -0.0013
Si, 4.1175, 8.2082, 14.3105, 0.0017, 0.0025, 0.001
Si, 9.4471, 11.5419, 9.4702, 0.0035, 0.0207, 0.0226
Si, 1.2683, 10.8556, 16.8635, 0.0053, -0.0099, -0.0019
Si, 1.4307, 14.9432, 21.2224, 0.0178, 0.0003, -0.0076
Si, 3.3351, 12.4491, 15.0952, 0.0031, -0.0011, 0.0012
Si, 0.5581, 9.9086, 22.0242, 0.0153, -0.0148, -0.0095
Si, 0.3464, 8.1021, 12.1435, -0.006, -0.0023, -0.0075
Si, 5.6032, 13.2236, 16.8439, 0.0011, -0.0086, -0.0024
Si, 1.3968, 3.1326, 13.1426, -0.0045, -0.0018, -0.005
Si, 4.1511, 10.4351, 10.1776, 0.0058, -0.0003, -0.0064
Si, 9.2302, 13.4659, 13.7483, -0.0027, 0.006, -0.0014
Si, 4.9388, 10.7618, 12.9315, 0.0068, -0.0025, 0.0015
Si, 6.6142, 5.2336, 17.319, 0.0021, 0.0018, -0.0014
Si, 6.2573, 9.8824, 21.5649, 0.0016, -0.0182, -0.0039
Si, 4.287, 13.7238, 21.7783, -0.0016, 0.0064, -0.0096
Si, 2.2513, 7.9893, 20.2986, 0.0101, 0.008, 0.0185
Si, 0.4724, 5.7779, 19.1377, 0.0072, 0.005, 0.0004
Si, -2.7686, 11.8346, 16.0538, -0.0093, 0.0043, -0.0098
Si, 6.2351, 8.1383, 10.2652, -0.01, -0.0041, 0.0063
Si, 8.4781, 7.047, 12.0745, 0.0042, -0.0004, -0.0109
Si, -2.4938, 9.1035, 17.2049, -0.0055, -0.0043, -0.0037
Si, -2.574, 5.3424, 14.7072, -0.0042, -0.0027, -0.0016
Si, 3.7521, 6.1032, 10.0387, 0.0029, 0.0007, -0.0064
Si, 7.2682, 13.638, 9.2841, -0.0143, -0.0114, -0.0225
Si, 7.5174, 11.9054, 11.6033, -0.0044, -0.001, -0.0078
O, -1.5628, 7.3739, 22.8149, -0.0083, -0.0094, -0.0208
O, 6.1492, 10.5311, 20.0663, -0.0014, 0.0095, -0.0037
O, 4.1573, 11.4554, 8.9169, 0.0066, -0.0117, 0.0147
O, -0.1706, 2.9947, 13.5457, 0.0022, -0.0006, 0.0035
O, 3.3392, 5.4074, 11.4459, 0.0015, 0.0023, 0.0042
O, -1.229, 8.0148, 12.5206, -0.0002, -0.0046, -0.002
O, -3.1961, 4.9245, 21.1198, 0.0109, 0.0002, 0.0067
O, 9.1093, 6.1072, 10.8983, -0.0039, 0.0003, -0.0053
O, -2.2471, 12.3724, 17.5123, -0.0024, 0.005, 0.0059
O, -2.2553, 7.2901, 20.1978, 0.0018, -0.0108, -0.0023
O, -3.7113, 5.5488, 15.8439, 0.0065, -0.0012, 0.0012
O, 0.6378, 11.497, 21.6264, -0.0027, 0.0002, 0.0126
O, 6.6163, 12.8185, 10.5616, 0.0107, -0.0012, -0.0011
O, 4.9158, 8.9903, 21.8558, -0.013, -0.0069, 0.0181
O, 1.6175, 2.7989, 8.8952, -0.018, 0.0037, 0.0341
O, -4.2497, 12.481, 15.8683, 0.009, -0.0028, 0.0086
O, -1.8376, 9.948, 18.4619, -0.0008, 0.0002, 0.0051
O, 5.3678, 12.2691, 18.146, 0.0022, 0.0071, 0.001
O, 6.0955, 14.651, 17.4183, 0, 0.0003, 0.0075
O, 8.4806, 10.917, 10.6748, -0.0038, -0.0066, 0.0009
O, 2.8764, 9.4545, 9.9861, 0.0083, 0.0055, 0.0011
O, -0.1732, 12.2474, 10.168, -0.0079, -0.0042, -0.011
O, 0.5163, 10.2062, 15.5623, -0.0052, -0.0003, 0.0041
O, -3.9445, 8.4236, 17.491, 0.0044, 0, 0.0077
O, 7.1495, 7.9804, 8.9416, -0.0036, 0.0047, 0.0011
O, 8.5587, 12.8889, 12.3869, 0.0038, 0.003, 0.0061
O, 4.1673, 4.9839, 8.9447, -0.0086, 0.0126, 0.019
O, 3.5734, 10.7433, 19.292, 0.0031, -0.001, 0.0092
O, 0.396, 6.0253, 17.5192, -0.0035, 0.0029, 0.0016
O, 2.4543, 6.9229, 9.4663, 0.0084, -0.0015, 0.0013
O, 0.9608, 9.2005, 13.1774, 0.0021, 0.0005, 0.0041
O, 6.3993, 10.9873, 22.7516, -0.0012, 0.0237, -0.0268
O, 0.8955, 7.1989, 19.8304, -0.0108, -0.0062, 0.0014
O, 7.2073, 7.9161, 11.5489, 0.0064, -0.0053, 0.0063
O, -3.2267, 5.4769, 18.486, -0.0061, -0.0022, -0.0015
O, 2.469, 11.7967, 16.3169, 0.0051, 0.005, 0.0013
O, 0.094, 14.0284, 21.2469, -0.0069, 0.009, 0.0158
O, 0.2405, 11.623, 17.8621, -0.0021, 0.0003, 0.0055
O, 7.9939, 6.2442, 13.4038, 0.0051, -0.0007, 0.0027
O, 4.7983, 9.1387, 13.1473, 0.0007, 0.0026, 0.0012
O, 1.4861, 2.8792, 11.5305, -0.0047, -0.0009, 0.0051
O, 2.7208, 14.0052, 21.4507, 0.0076, -0.0049, 0.0115
O, 7.8109, 4.1436, 9.8558, -0.0035, 0.0069, 0.0039
O, 4.3495, 11.4625, 14.2751, -0.0017, 0.0054, 0.0026
O, 5.0287, 7.0628, 10.2971, -0.003, 0.0052, -0.0047
O, -1.1251, 5.7054, 15.3603, -0.0014, -0.0013, 0.0011
O, -1.4525, 7.9092, 16.8352, 0.0033, -0.0008, 0.0077
O, 4.7401, 12.5289, 20.7934, -0.0081, 0.0001, 0.0098
O, 5.572, 9.6232, 10.2161, -0.0042, -0.0055, -0.0007
O, 3.5521, 6.8082, 13.6784, -0.0012, 0.0016, 0.0019
O, 2.3013, 13.0284, 13.9932, 0.0046, -0.0004, 0.0068
O, 5.1974, 15.0115, 21.3011, -0.003, -0.003, 0.0069
O, 1.1799, 6.7165, 12.3435, 0.0058, 0.0002, 0.002
O, 5.2574, 7.9537, 15.4423, -0.0002, -0.0006, 0.0024
O, 5.833, 6.5537, 21.9205, 0.0027, -0.0056, 0.0094
O, 2.0049, 4.5902, 13.5588, 0.0024, -0.002, 0.0021
O, 6.5177, 11.1532, 12.655, -0.0058, -0.0024, 0.0084
O, -0.7927, 9.3459, 21.259, 0.0115, 0.0087, 0.0104
O, -0.4352, 4.024, 10.0373, 0.0064, 0.0037, -0.008
O, 0.7077, 7.5408, 15.3298, -0.0016, 0.0018, 0.0046
O, 1.8662, 9.573, 17.6665, -0.0148, 0.0029, -0.0096
O, -1.669, 12.6135, 22.5632, 0.0002, 0.0023, -0.0146
O, 8.3506, 3.7955, 14.2401, 0.004, 0.0082, 0.003
O, -3.3544, 8.9997, 21.737, 0.0046, -0.0024, 0.0026
O, 1.316, 5.0748, 22.4704, -0.0052, 0.0005, -0.0115
O, -1.3406, 12.1523, 19.9718, -0.001, -0.0022, -0.0029
O, -0.9399, 5.1635, 19.6637, -0.0006, -0.0036, 0.0057
O, 2.8578, 9.005, 14.9831, -0.001, -0.0019, 0.0015
O, 3.3755, 6.9886, 20.96, -0.0059, 0.01, 0.0097
O, 8.5749, 12.7596, 8.7617, 0.0051, 0.0033, 0.011
O, 1.5565, 15.6338, 19.7295, -0.0022, 0.0028, -0.0083
O, 4.4084, 8.7269, 17.8241, 0.0045, -0.0032, -0.0005
O, -1.7598, 12.3101, 14.8817, -0.0029, 0.0004, 0.0063
O, 4.0525, 11.2011, 11.6185, -0.0041, 0.001, 0.002
O, 5.3972, 6.3025, 17.5256, 0.0006, -0.0032, 0.0056
O, 4.2898, 13.5031, 15.907, -0.005, -0.0008, 0.0021
O, 1.838, 9.073, 21.4634, -0.0137, 0.01, 0.0082
O, -2.7496, 10.1966, 16.0069, 0.0022, 0.0027, 0.0037
O, 0.509, 8.5299, 10.5798, -0.0014, 0, 0.0045

Results
free energy: -126302.806 eV
free energy less fixed offsets of O -568.88, Si -635.61 eV per atom: -3.206 eV

The program warned: the cutoff lies below the one the program advises for these potential files; the forces do not sum to zero within the program's tolerance; the exchange-correlation potential is rough where the density is thin.
